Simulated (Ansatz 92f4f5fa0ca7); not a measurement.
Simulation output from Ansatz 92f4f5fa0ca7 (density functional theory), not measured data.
Periodic cell of 237 atoms, Si146O90As1, from a study of silicon, its oxide and their interface. The atomic structure is a simulated model.
Doubt: the cutoff is far below the 930 eV that the study's wrapper takes by default for these files, so forces and energies are approximate.

Settings: functional PBE; potential files Ansatz PAW; basis plane waves; wave-function cutoff 580 eV; density cutoff ratio 5; exchange-correlation grid ratio 1; k mesh 1 x 1 x 1, Gamma-centred; self-consistency stop 5e-08 eV per atom in the density residual; occupations fixed; spin none; net charge +1 e, with a uniform compensating background and no finite-size correction.

Cell vectors (angstrom)
a	11.6015	0	0
b	0	10.938	0
c	0	0	32.0622

Atoms and the computed forces on them: element, x, y, z (angstrom), force x, y, z (eV/angstrom)
Si	-0.1969	-0.0622	23.2772	-0.0138	0.0244	-0.1621
Si	3.6694	0.2045	23.1099	-0.0213	-0.0114	-0.1713
Si	7.5531	-0.1305	23.4521	-0.0086	-0.0326	-0.118
Si	1.6865	1.3794	23.4243	-0.0087	0.0033	-0.1532
Si	5.7333	1.4102	23.194	0.0175	0.0484	-0.1457
Si	9.442	1.2343	23.3647	-0.0248	0.0188	-0.1535
Si	0.1613	5.3185	23.466	-0.0259	-0.036	-0.1565
Si	4.1211	5.3047	23.3976	0.0279	-0.0452	-0.1536
Si	8.0339	5.6167	23.5476	0.0187	-0.0521	-0.1259
Si	2.1573	6.5908	23.3746	0.0037	0.0385	-0.1529
Si	5.9675	6.7759	23.4817	-0.0032	0.0353	-0.128
Si	10.0107	6.8758	23.6016	0.0415	0.0084	-0.1447
Si	1.9001	2.6731	25.3886	0.0234	0.0262	-0.0189
Si	5.8317	2.6632	25.2549	0.0093	0.0042	-0.0082
Si	9.6272	2.6949	25.2633	-0.014	0	-0.015
Si	11.5937	4.0096	25.3903	0.0006	-0.0049	0.0113
Si	3.8923	3.9777	25.3236	-0.0195	0.0001	0.0249
Si	7.7414	4.1017	25.347	0.0098	0.0094	0.0338
Si	1.9721	8.1566	25.1942	-0.003	0.0215	0.0193
Si	5.7737	8.1729	25.3667	-0.0004	-0.0045	0.0249
Si	9.7103	8.2705	25.4369	-0.0224	0.0052	0.0444
Si	11.6375	9.5655	25.2695	0.0068	-0.0375	0.0021
Si	3.8644	9.5902	25.0717	0.0044	0.0001	-0.0156
Si	7.6885	9.5232	25.413	0.015	-0.0087	-0.0131
Si	11.6476	0.0147	27.2012	-0.003	-0.027	-0.0082
Si	3.9074	-0.0491	27.1113	0.0152	-0.0215	-0.0278
Si	7.7527	-0.019	27.2923	0.0054	-0.0323	0.0083
Si	1.9958	1.3144	27.2805	-0.0415	0.017	0.0292
Si	5.8315	1.3273	27.1997	-0.0083	0.0239	-0.0121
Si	9.6806	1.3324	27.2019	0.0442	0.0326	-0.0047
Si	11.5899	5.4777	27.2352	-0.0042	0.0236	0.0135
Si	3.8442	5.4256	27.2173	-0.0144	-0.0156	-0.0001
Si	7.7133	5.4697	27.2744	0.0235	-0.0201	-0.0073
Si	1.9342	6.8298	27.1734	-0.0014	-0.016	-0.0498
Si	5.7577	6.8041	27.2779	0.0152	0.0079	0.031
Si	9.6565	6.8281	27.2984	-0.0149	0.0035	-0.0293
Si	1.9378	2.7313	29.172	-0.0335	-0.013	-0.0158
Si	5.794	2.7229	29.1213	0.011	-0.0382	0.0365
Si	9.6877	2.7421	29.1182	-0.0194	-0.0237	0.0329
Si	0.0129	4.1124	29.1633	0.0087	-0.0309	-0.0544
Si	3.8633	4.0909	29.1726	0.0626	0.0553	0.0087
Si	7.7302	4.088	29.1907	-0.0164	0.0421	-0.0198
Si	1.9583	8.1841	29.1279	-0.014	-0.0282	-0.0116
Si	5.7908	8.1841	29.1954	0.0463	-0.0297	-0.0796
Si	9.6521	8.191	29.2343	0.0258	-0.0563	-0.0632
Si	0.004	9.518	29.095	-0.0018	0.027	-0.0246
Si	3.8811	9.5629	29.0913	-0.0462	0.0556	0.1179
Si	7.7266	9.5509	29.2083	-0.006	0.0279	-0.0003
As	0.0036	0.0016	31.0957	0.0089	0.0101	0.0008
Si	3.8734	-0.0089	31.0629	0.0463	-0.0762	-0.0277
Si	7.725	-0.0022	31.119	-0.0261	-0.015	0.0013
Si	1.9953	1.4214	31.1268	-0.1104	-0.0166	-0.0148
Si	5.7984	1.3733	31.0623	-0.0119	0.0688	-0.0094
Si	9.612	1.4251	31.0902	0.0732	-0.05	-0.0085
Si	0.01	5.4687	31.0954	0.0005	-0.0245	-0.0096
Si	3.8735	5.4757	31.0998	-0.0232	-0.0837	0.0162
Si	7.7353	5.4651	31.1269	0.0288	-0.0676	-0.0117
Si	1.9385	6.8287	31.0706	0.0253	0.0858	-0.0068
Si	5.8039	6.8311	31.1177	0.0003	0.0246	0.0245
Si	9.6777	6.8131	31.1462	-0.0277	0.0873	0.0211
Si	1.9239	2.7613	1.017	-0.0066	-0.0036	-0.007
Si	5.7947	2.7472	0.9261	0.0279	-0.0363	0.0301
Si	9.6763	2.746	0.996	-0.0213	-0.0272	-0.0143
Si	-0.0129	4.1217	0.9623	0.0338	-0.0216	0.0618
Si	3.8668	4.1157	0.9773	0.0271	0.0493	-0.0222
Si	7.7395	4.1076	0.9998	-0.0615	0.0304	-0.0307
Si	1.9537	8.2078	0.9348	-0.0098	-0.0425	0.0394
Si	5.8026	8.224	0.9622	-0.016	-0.0283	0.0604
Si	9.6506	8.2138	0.9998	0.0385	-0.0481	0.0025
Si	0.0035	9.5454	1.0417	-0.0188	0.0445	-0.0059
Si	3.8714	9.5921	0.9697	-0.0232	0.0408	-0.0596
Si	7.7347	9.5847	0.997	-0.0012	0.0316	-0.0403
Si	11.6103	0.0522	2.9307	0.0013	-0.0163	0.0253
Si	3.8611	0.0215	2.9205	0.0205	-0.0301	0.0148
Si	7.7362	0.0221	2.9124	-0.0091	-0.0214	0.004
Si	1.9446	1.3978	2.9417	-0.0299	0.0299	-0.0122
Si	5.8117	1.3676	2.834	-0.0074	0.0361	0.0092
Si	9.6523	1.3815	2.9329	0.0323	0.0348	-0.0127
Si	11.5645	5.5046	2.8752	0.0206	0.0298	-0.0051
Si	3.8807	5.4972	2.9118	-0.0297	-0.0114	0.0077
Si	7.7374	5.5136	2.9211	0.0264	-0.0066	0.0145
Si	1.914	6.8229	2.8586	-0.0043	-0.0007	0.0228
Si	5.8113	6.8629	2.8868	-0.0046	0.0172	-0.0224
Si	9.6611	6.902	2.9722	-0.0003	-0.007	0.0395
Si	1.9125	2.8343	4.8277	0.0158	0.0113	0.0141
Si	5.837	2.7219	4.7468	0.0015	0.0119	-0.0157
Si	9.5991	2.7975	4.8377	0.0018	0.015	0.0138
Si	11.5418	4.1321	4.7814	-0.011	-0.0025	-0.0082
Si	3.9198	4.095	4.8218	-0.0029	0.012	-0.0084
Si	7.7166	4.2035	4.8832	-0.0006	0.0064	0.0024
Si	1.8883	8.1456	4.8004	0.0026	0.0098	-0.0096
Si	5.8092	8.2578	4.7875	0.002	-0.0056	0.0014
Si	9.6606	8.32	4.9098	0.0061	0.0144	-0.0068
Si	11.6323	9.6489	4.8821	-0.0011	-0.052	0.0051
Si	3.8186	9.4816	4.7899	-0.0071	0.0015	-0.0038
Si	7.7221	9.6732	4.8917	-0.0048	-0.0011	0.0024
Si	11.5962	0.224	6.7735	-0.0044	0.0159	0.1704
Si	3.7524	-0.0589	6.6564	-0.0102	-0.0192	0.1582
Si	7.7118	0.0511	6.9108	0.007	-0.0413	0.1451
Si	2.0479	1.5002	6.7583	0.0262	0.0111	0.1451
Si	5.7121	1.2708	6.6222	-0.0244	0.0393	0.1098
Si	9.6464	1.5167	6.8326	-0.0145	0.0294	0.1562
Si	11.5249	5.4941	6.6996	0.0001	-0.0328	0.1446
Si	3.9822	5.4258	6.7883	0.0058	-0.027	0.1269
Si	7.7368	5.6665	6.8261	-0.0177	-0.0578	0.1479
Si	1.9755	6.6379	6.6511	0.002	0.0406	0.1599
Si	5.8115	6.972	6.7452	-0.0066	0.0502	0.1358
Si	9.7544	7.0356	6.9102	0.0104	0.053	0.1507
O	9.9949	7.9693	8.2977	-0.0511	-0.1099	-0.2132
O	7.6598	9.9289	8.221	0.0458	0.1143	-0.2038
O	7.4001	4.725	8.1608	0.0031	0.0957	-0.2858
O	3.3713	10.3458	8.209	-0.0093	0.0764	-0.3148
O	2.0424	7.5445	8.0285	0.0039	-0.081	-0.302
O	4.006	4.5773	8.2432	-0.0133	0.0905	-0.1726
O	9.7795	2.4413	8.2237	-0.034	-0.1212	-0.2312
O	2.6129	2.3334	8.121	-0.0761	-0.0592	-0.1719
O	11.384	4.5679	8.0701	0.0496	0.1062	-0.2281
O	5.3618	2.3548	7.8266	0.0593	-0.0728	-0.1835
O	5.8133	7.9756	8.0851	-0.0292	-0.1092	-0.2094
O	11.3204	10.3074	8.1559	0.0457	0.1324	-0.2778
O	11.2726	10.0895	21.7983	0.0305	0.1051	0.2365
O	3.2295	10.7127	21.5338	-0.0207	0.0819	0.2788
O	5.7776	7.7808	22.1635	-0.0255	-0.1099	0.1976
O	4.2219	4.4601	21.9461	-0.0618	0.0809	0.2153
O	7.6854	9.6931	22.1913	0.0345	0.0789	0.1875
O	10.3295	7.6696	22.178	-0.0375	-0.0892	0.2414
O	1.6159	2.3996	22.1152	0.0458	-0.102	0.2196
O	5.9427	2.445	21.887	0.0066	-0.1193	0.1954
O	8.4439	4.7059	22.2155	-0.0007	0.0625	0.2628
O	-0.0669	4.4536	22.0435	-0.0162	0.0959	0.2075
O	2.3297	7.3899	21.9372	0.0053	-0.0929	0.297
O	9.1215	1.8868	21.8689	-0.0018	-0.0836	0.2966
Si	1.9145	7.7778	9.6103	-0.0115	-0.0368	0.3593
Si	5.0333	0.5828	17.6909	0.0432	0.012	-0.185
Si	2.4928	5.4222	14.0255	0.027	-0.0028	0.0379
Si	10.5679	3.8609	14.0576	-0.0227	-0.0016	0.0706
Si	8.2813	2.3862	15.2622	0.0132	0.0335	-0.032
Si	9.5464	2.2477	20.3436	-0.0156	-0.0283	-0.3533
Si	10.5042	3.6455	9.076	0.0249	0.0092	0.3881
Si	0.0304	2.314	11.5689	0.0174	-0.0355	0.2377
Si	11.0199	8.138	15.395	0.0136	0.0054	-0.0063
Si	5.1662	6.9335	13.9917	-0.0313	-0.006	0.0852
Si	5.749	2.6161	11.1187	0.0364	-0.0289	0.2763
Si	8.5822	7.6717	19.3902	0.0008	-0.0103	-0.2711
Si	8.1193	4.8497	20.6302	0.0065	0.0319	-0.3099
Si	5.9184	9.5905	15.2054	-0.0086	-0.032	-0.0199
Si	2.1155	7.6446	20.3492	0.0147	-0.0357	-0.3408
Si	1.9286	4.8956	18.7958	-0.0174	-0.0084	-0.2725
Si	4.4958	3.4454	18.0189	0.016	0.0119	-0.2309
Si	8.5054	8.9306	16.8207	0.0097	0.0288	-0.1422
Si	0.8286	9.4812	13.2986	0.0062	0.0046	0.1005
Si	9.908	10.6501	11.72	-0.0037	0.0459	0.2343
Si	5.3505	3.7121	21.0197	0.0126	-0.0059	-0.3659
Si	0.5905	5.5272	16.2653	-0.0116	0.0172	-0.1069
Si	10.7823	9.1438	9.145	-0.0115	-0.0069	0.4027
Si	6.5701	8.9038	21.2903	-0.005	0.0104	-0.3247
Si	7.1149	7.103	11.4834	-0.0066	-0.0122	0.2711
Si	2.6736	0.7356	12.2153	-0.0351	0.0257	0.2022
Si	10.8941	8.685	21.0401	-0.0107	-0.0365	-0.3565
Si	6.0383	4.3239	15.6349	0.0252	0.0122	-0.0642
Si	7.0858	0.4897	12.9762	0.0045	-0.009	0.1353
Si	4.0591	2.9713	8.5926	0.0275	-0.0166	0.3496
Si	0.88	6.7384	11.9001	-0.0324	-0.0149	0.2151
Si	6.5686	9.0422	9.0744	-0.0034	-0.0161	0.3692
Si	0.6672	3.2903	21.1481	0.0072	0.0138	-0.3584
Si	9.8005	6.5062	12.8935	0.0111	-0.0185	0.1221
Si	7.7115	4.5325	9.7461	-0.0375	-0.0049	0.3593
Si	3.9887	10.0756	20.2228	0.028	-0.0056	-0.3595
Si	4.2624	3.0381	13.5315	-0.036	0.0179	0.0916
Si	3.8529	10.0094	9.7378	-0.0061	0.0161	0.3665
Si	8.0538	0.781	18.0371	-0.037	-0.0187	-0.2056
O	11.5085	3.2229	12.9041	0.0184	-0.032	-0.0991
O	9.3362	4.4704	9.8812	0.0312	-0.0182	-0.1303
O	8.8056	3.6088	19.8569	-0.0063	0.0139	0.1127
O	4.0335	-0.0559	18.8136	-0.0411	-0.0646	0.1755
O	11.3391	4.5332	15.3155	0.0045	0.005	0.0053
O	9.8551	9.7922	10.3235	0.0392	-0.0735	-0.217
O	3.763	1.5357	13.1365	-0.0083	-0.0266	-0.0599
O	0.6496	9.0627	14.8653	0.0015	0.0023	-0.0289
O	6.4716	0.9781	18.3832	0.002	0.0031	0.0679
O	4.7597	3.1699	19.6097	0.0384	0.0165	0.2334
O	6.2496	1.1826	11.7473	-0.0316	0.0419	-0.103
O	0.5386	8.6177	9.8682	-0.0316	0.031	-0.1385
O	5.6453	4.3165	17.2294	-0.0312	-0.0181	0.0864
O	8.443	7.1917	12.3918	-0.045	0.0124	-0.0774
O	4.404	2.6339	10.158	-0.0759	0.0201	-0.2264
O	2.0763	5.6555	15.5824	-0.0082	-0.0035	0.0174
O	3.378	0.066	10.9167	0.054	-0.0734	-0.1885
O	5.889	7.217	12.5502	0.0494	0.0077	-0.1125
O	2.307	6.3525	19.3968	0.0022	0.084	0.131
O	0.6556	4.9496	17.7825	0.0359	-0.0183	0.1206
O	8.4114	10.6864	12.3682	0.0373	-0.014	-0.0677
O	5.4728	10.0669	9.6989	0.0234	-0.0087	-0.1208
O	0.6024	8.2096	20.1971	-0.0361	0.0171	0.1242
O	9.7744	2.6059	14.6985	0.0015	-0.0001	-0.0112
O	2.0005	10.591	13.2212	0.0193	0.0177	-0.055
O	9.946	9.1112	16.1063	-0.0239	-0.0036	0.0332
O	6.1452	10.3595	13.7794	0.0082	0.0157	-0.0358
O	7.4727	1.5975	14.1004	-0.0138	-0.0188	-0.0359
O	1.6466	3.9159	20.0392	-0.0551	-0.0658	0.1969
O	5.9032	5.7895	14.9191	-0.0012	0	-0.0056
O	7.3408	8.9518	15.697	0.0153	-0.0003	0.0311
O	1.5076	1.6686	11.6013	-0.0116	0.0103	-0.0716
O	7.1977	8.2846	10.3654	-0.0231	0.0853	-0.1995
O	4.3197	1.9919	17.2848	0.0002	0.0048	0.0576
O	7.0317	3.1602	10.2827	0.0452	0.044	-0.1243
O	11.5423	7.01	16.4339	0.0021	-0.0102	0.0298
O	8.2833	10.1407	17.8497	-0.0012	0.0184	0.0724
O	3.2608	8.5374	10.1101	0.0032	0.0084	-0.1148
O	7.5869	3.8385	15.5193	-0.007	-0.0039	0.0122
O	3.1426	4.3144	17.9038	-0.0233	0.009	0.0805
O	2.9047	3.8932	13.7064	0.007	-0.013	-0.023
O	1.3346	8.2019	12.4446	0.0067	-0.0302	-0.0845
O	1.2078	5.6785	13.074	-0.0226	0.0216	-0.0684
O	4.9798	8.3036	14.8637	0.0067	0.0032	-0.0097
O	11.1685	2.3942	20.3402	0.0275	0.0127	0.1208
O	10.978	9.9892	12.7539	-0.039	0.0143	-0.0747
O	5.289	3.5766	12.3668	0.0323	-0.0138	-0.112
O	5.0888	3.1938	14.9209	-0.0046	-0.0066	-0.0099
O	6.4879	4.806	20.5626	-0.0112	-0.0043	0.1115
O	8.3953	1.5618	16.6548	-0.005	-0.0322	0.0865
O	10.4067	1.2402	11.4577	0.0014	0.0084	-0.076
O	10.8754	6.607	11.6625	0.0232	0.0084	-0.0824
O	3.2638	8.6762	19.8536	-0.0138	0.0052	0.1069
O	1.7203	6.4325	10.5281	0.0355	0.0389	-0.1694
O	7.1673	8.2025	19.9705	-0.0646	0.039	0.1634
O	8.4975	7.5871	17.7582	0.0016	-0.0332	0.1465
O	3.6761	6.4334	13.6105	-0.001	0.0014	-0.0241
O	9.5708	4.96	13.3614	-0.0041	0.0191	-0.0423
O	5.523	10.0022	20.7477	0.0346	-0.0163	0.1356
O	10.3216	7.3762	14.149	-0.0063	-0.0125	-0.0392
O	8.7828	6.1682	19.9663	-0.0117	-0.0582	0.1178
O	7.0644	5.7083	10.6537	0.0224	-0.0693	-0.1364
O	5.2603	10.545	16.3789	-0.013	0.0347	0.0677
O	9.0487	1.1503	19.2632	0.0646	0.0611	0.1704
O	11.5721	3.1659	10.1903	-0.0522	0.0622	-0.2092
O	9.7429	8.7105	19.887	0.0683	0.0278	0.1546

Results
free energy: -148857.892 eV
free energy less fixed offsets of As -4856.12, O -568.88, Si -635.61 eV per atom: -3.512 eV

The program warned: the cutoff lies below the one the program advises for these potential files; the forces do not sum to zero within the program's tolerance; the exchange-correlation potential is rough where the density is thin.
